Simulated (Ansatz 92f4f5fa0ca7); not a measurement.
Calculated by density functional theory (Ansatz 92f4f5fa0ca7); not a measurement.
Periodic cell of 254 atoms, Si134O80H32N8, with a vacuum gap, from a study of silicon, its oxide and their interface. The atomic structure is a simulated model.

Settings
functional: r2SCAN
potential files: Ansatz PAW
basis: plane waves
wave-function cutoff: 800 eV
density cutoff ratio: 5
exchange-correlation grid ratio: 1
k mesh: 1 x 1 x 1, shifted by 0.5 0.5 0 of a step
self-consistency stop: 1e-11 eV per atom in the density residual
occupations: fixed
spin: none
net charge: 0
applied field: sawtooth along c, amplitude -0.015 V/angstrom in the program's sign convention, ramp centred at 0.9887 of c and 0.0226 of c wide, no dipole correction

Cell vectors (angstrom)
a	10.88	0	0
b	0	10.88	0
c	0	0	44.2719

Atoms: element, x, y, z (angstrom)
Si	-0.2076	0.4033	30.8356
Si	2.4528	3.061	30.6909
Si	0.3002	5.29	30.6268
Si	3.0369	7.9387	30.516
Si	5.7123	-0.0682	30.4771
Si	8.4744	2.5426	30.5761
Si	5.24	5.6953	30.4625
Si	7.866	8.5735	30.7063
Si	1.327	1.5624	32.1032
Si	4.096	4.197	31.8933
Si	1.4458	6.8695	31.9027
Si	4.1155	9.613	31.7923
Si	6.8585	1.4261	31.8805
Si	9.5683	4.1487	31.9075
Si	6.7368	6.8922	31.8783
Si	9.4714	9.6607	32.0102
Si	-0.0315	2.8712	33.4327
Si	2.7397	0.0575	33.219
Si	0.0172	8.2219	33.2228
Si	2.7533	5.5201	33.3184
Si	5.4605	2.7846	33.1982
Si	8.1309	0.1038	33.3759
Si	5.4021	8.2461	33.2667
Si	8.1543	5.518	33.1951
Si	1.3972	4.1836	34.7048
Si	4.1149	1.4053	34.5805
Si	1.3803	9.5713	34.5903
Si	4.0871	6.88	34.6566
Si	6.8208	4.1299	34.5742
Si	9.5088	1.4375	34.7127
Si	6.7829	9.5549	34.6531
Si	9.5416	6.8377	34.5823
Si	0.0187	0.0271	35.9802
Si	2.7545	2.7488	35.9776
Si	0.0029	5.5068	36.018
Si	2.7063	8.2114	35.9943
Si	5.4283	0.0372	35.99
Si	8.1349	2.7828	36.0188
Si	5.4624	5.4715	35.9504
Si	8.1711	8.1705	35.9628
Si	1.388	1.3795	37.3287
Si	4.1292	4.0997	37.3301
Si	1.3707	6.8453	37.3689
Si	4.0727	9.5526	37.3495
Si	6.8095	1.3622	37.3522
Si	9.5402	4.1011	37.3591
Si	6.8229	6.7881	37.3266
Si	9.5403	9.5156	37.32
Si	0.0164	2.7034	6.937
Si	2.6952	0.0029	6.9417
Si	-0.0171	8.1603	6.9499
Si	2.7618	5.46	6.9174
Si	5.4462	2.6965	6.9333
Si	8.1886	-0.0211	6.9244
Si	5.4581	8.1629	6.8962
Si	8.162	5.42	6.9402
Si	1.4063	4.0739	8.248
Si	4.0819	1.3278	8.2826
Si	1.3153	9.5321	8.3002
Si	4.1126	6.8339	8.289
Si	6.8648	3.9796	8.2846
Si	9.5715	1.284	8.3127
Si	6.8402	9.4698	8.2717
Si	9.5087	6.7738	8.294
Si	-0.024	-0.0848	9.7753
Si	2.7106	2.6782	9.6228
Si	0.0172	5.398	9.5889
Si	2.6892	8.2081	9.6283
Si	5.4551	-0.0724	9.5933
Si	8.2138	2.5818	9.6901
Si	5.5199	5.4005	9.5395
Si	8.1856	8.1294	9.692
Si	1.3898	1.3056	11.0512
Si	4.147	4.0625	10.8377
Si	1.2775	6.85	10.922
Si	4.0718	9.5429	10.996
Si	6.8317	1.1472	11.0221
Si	9.686	3.9158	10.9644
Si	6.9046	6.6424	10.9655
Si	9.4704	9.4172	11.2106
Si	0.0503	2.5566	12.5106
Si	2.8434	0.1516	12.4799
Si	-0.0053	8.0471	12.5643
Si	2.6605	5.3849	12.0425
Si	5.5245	2.7	12.1439
Si	7.9857	-0.2466	12.6339
Si	5.2908	7.8601	12.1125
Si	8.3867	5.284	12.283
Si	1.5429	4.1087	13.5609
Si	4.0368	1.9312	13.736
Si	1.6893	9.3502	13.633
Si	3.6556	6.8463	13.5276
Si	7.07	3.7975	13.4783
Si	9.1857	1.4658	13.8138
Si	6.3568	8.9982	13.7213
Si	9.9313	6.1695	13.8583
Si	5.2639	5.2849	17.6232
Si	4.8922	10.8509	15.6972
Si	12.0385	-1.7294	16.5805
Si	7.0441	6.2314	15.2839
Si	9.3208	7.6058	16.5487
Si	4.413	4.4838	15.1122
Si	9.5595	-0.1645	16.4186
Si	13.3758	10.6022	22.1148
Si	2.8076	4.2886	23.3857
Si	6.8427	8.075	22.4645
Si	2.7085	0.6508	17.6358
Si	7.0866	-1.3079	17.3553
Si	6.9038	5.2265	20.1297
Si	9.7797	11.8883	19.3708
Si	9.929	4.096	20.1867
Si	7.2122	10.9364	21.1044
Si	13.6932	3.7024	17.5094
Si	1.1087	9.7055	19.5356
Si	0.1514	11.939	23.8903
Si	7.7748	-2.9157	19.0712
Si	2.8784	6.3837	16.5987
Si	10.843	4.1103	23.1836
Si	3.6275	10.0916	24.769
Si	10.5098	-3.9253	19.1226
Si	0.7681	9.8732	25.8449
Si	4.0564	13.1743	25.3869
Si	-7.0494	1.3189	28.3921
Si	-4.2556	-1.2985	25.2342
Si	-3.6899	4.3795	28.3382
Si	-1.5654	6.715	28.5834
Si	1.7014	-0.9335	28.6307
Si	8.321	5.9303	23.8978
Si	4.4182	-9.6667	20.3097
Si	-2.9123	11.9775	23.9137
Si	6.887	14.4747	25.2245
Si	4.8956	5.8645	22.0018
Si	9.1528	19.0504	25.9691
Si	14.3757	3.9396	20.5282
O	1.3224	4.9534	23.5057
O	0.8014	-0.2822	29.7752
O	6.7458	-2.189	23.9238
O	1.3739	4.1583	30.1145
O	-2.8878	2.5837	24.5755
O	0.1829	2.6688	23.8846
O	8.2309	5.5939	28.2035
O	2.3597	8.5722	29.1663
O	5.1641	0.7068	29.1186
O	7.8198	3.1741	29.2179
O	5.8708	4.9558	29.1225
O	9.5972	1.4248	30.1102
O	-2.1051	6.9578	25.0178
O	4.1262	6.8166	29.9872
O	10.573	6.003	29.2912
O	6.8058	9.6535	30.0421
O	5.0664	1.4361	14.98
O	2.2203	-8.6894	17.2524
O	5.6422	-0.7159	16.9707
O	7.1089	9.4844	19.0133
O	7.9588	10.4926	16.3508
O	2.7665	8.1565	13.8345
N	3.722	6.0878	15.0946
O	11.2481	5.1717	14.2354
O	9.8952	0.8024	15.1532
N	10.2778	9.1004	16.4638
O	5.1701	9.8437	14.4722
N	8.858	6.5153	15.2311
N	3.2098	3.4233	14.2852
O	3.4212	0.1068	16.2991
O	12.804	-3.181	16.627
N	4.4175	14.8822	16.8044
O	-1.664	7.7232	19.7523
N	7.868	-2.8492	17.343
N	6.1384	4.8299	14.538
O	12.874	5.0074	16.9109
O	10.887	10.8429	19.965
O	8.0981	13.547	14.181
O	10.2204	6.6941	17.5511
O	6.6294	7.7353	14.7659
O	9.7611	11.5646	17.7813
O	11.6362	8.1057	19.3547
O	7.2324	0.9349	22.4828
O	2.7	3.8785	19.1304
O	1.4391	9.8779	15.1555
O	10.0765	13.5063	19.461
O	8.3559	4.5267	20.1221
O	3.6792	0.8074	18.9194
O	5.9438	4.6678	18.9494
O	8.4263	0.64	20.185
O	4.6622	2.8105	20.382
O	6.8743	-4.0441	19.7867
O	3.0022	3.3212	24.6816
O	-1.086	18.3835	27.2808
O	11.4601	22.2903	25.3623
O	7.2913	-1.5565	21.5118
O	10.5464	3.8073	21.6335
O	7.0871	-5.8567	24.464
O	13.6157	-7.3261	21.9216
O	14.958	6.4402	17.7492
O	-0.5182	9.0363	25.2857
O	5.8001	0.4187	20.4164
O	2.1067	9.6965	20.8194
O	5.0011	9.5701	25.5147
O	-7.479	9.7541	23.1825
O	3.6953	11.7092	24.8236
N	1.6282	-0.6915	17.9309
O	6.4921	5.923	16.7836
O	7.9256	6.8459	22.593
O	-1.3884	11.4895	23.6421
O	4.0604	5.3525	23.3103
O	-3.1426	8.9678	26.2741
O	5.386	7.403	22.1283
O	3.1104	13.2223	29.3955
O	3.4438	11.7668	21.5479
O	6.9351	3.8216	26.8374
O	-3.7508	11.0907	24.9793
O	1.1674	0.3631	22.8198
O	6.2314	15.877	21.5913
O	4.089	23.9005	27.0129
O	2.8553	0.0664	28.1028
O	0.6763	9.6974	27.4313
O	-0.1413	5.4457	19.6913
O	-1.3086	4.9551	23.6631
O	-2.2202	7.8425	29.5097
O	3.9261	16.3844	20.7392
O	13.1742	-1.433	25.4495
O	5.4772	2.884	24.9033
H	0.5518	2.1866	38.2612
H	2.1883	0.5367	38.2612
H	3.3053	4.9193	38.2625
H	4.9246	3.2522	38.2625
H	0.5271	7.6447	38.3013
H	2.1942	6.0252	38.3013
H	4.8932	8.7295	38.282
H	3.2367	10.36	38.282
H	5.9789	2.1751	38.2847
H	7.6301	0.5392	38.2847
H	8.7005	4.9046	38.2915
H	10.3495	3.267	38.2915
H	6.0041	7.6129	38.2591
H	7.6359	5.9575	38.2591
H	8.7159	10.3349	38.2524
H	10.352	8.6839	38.2524
H	-0.793	3.5375	6.0045
H	0.8526	1.8963	6.0045
H	1.8949	0.8457	6.0093
H	3.5312	-0.8044	6.0093
H	-0.8288	8.9921	6.0174
H	0.8266	7.3609	6.0174
H	1.9383	6.2801	5.9849
H	3.5858	4.6404	5.9849
H	6.2768	1.8836	6.0009
H	4.6508	3.5439	6.0009
H	9.013	-0.8403	5.992
H	7.3681	0.802	5.992
H	6.2769	7.3381	5.9637
H	4.6376	8.986	5.9637
H	7.349	6.2506	6.0077
H	9.0016	4.6165	6.0077

Results
free energy: -134929.010 eV
free energy less fixed offsets of H -15.71, N -386.36, O -570.45, Si -639.56 eV per atom: 1.630 eV

Forces (eV/angstrom), in the order of the atoms: element, x, y, z
Si	0.0086	-0.0118	-0.0214
Si	-0.0002	-0.011	-0.0278
Si	-0.0071	0.0095	-0.0168
Si	-0.0076	0.0096	-0.0215
Si	-0.0072	0.0084	-0.0252
Si	-0.011	0.0084	-0.027
Si	0.0035	-0.0015	-0.0204
Si	0.0118	-0.0031	-0.0258
Si	-0.0063	0.0061	-0.0095
Si	-0.0055	0.0054	-0.0121
Si	0.0063	-0.0014	-0.0151
Si	0.0015	-0.0063	-0.016
Si	0.0122	-0.0044	-0.0146
Si	0.0085	-0.0077	-0.0147
Si	-0.0025	0.0068	-0.015
Si	-0.0022	0.0094	-0.0108
Si	-0.0039	-0.0027	0.005
Si	0.0031	-0.0021	0.0103
Si	-0.0029	0.0018	0.0116
Si	-0.0104	0.0014	0.0105
Si	-0.002	-0.0035	0.0112
Si	-0.0008	0.0008	0.0012
Si	-0.0004	0.0086	0.0035
Si	0.0045	0.0041	0.0092
Si	-0.0052	-0.0241	0.0142
Si	-0.0119	-0.0061	0.0221
Si	-0.0029	0.0011	0.0195
Si	0.0065	0.0031	0.0149
Si	0.02	-0.0032	0.0266
Si	0.0078	-0.0027	0.0038
Si	0.0302	0.0122	0.0087
Si	0.0212	0.0119	0.0214
Si	-0.0194	0.0144	0.1639
Si	0.0071	0.0052	0.1707
Si	-0.0366	0.0306	0.1935
Si	-0.0117	0.0178	0.201
Si	-0.0018	-0.0062	0.1957
Si	0.0055	-0.0096	0.1849
Si	-0.0276	0.0165	0.1872
Si	-0.0313	0.0175	0.1607
Si	-0.0281	-0.0204	0.2933
Si	-0.1159	-0.0227	0.2212
Si	-0.1264	0.0855	0.3599
Si	-0.0385	0.076	0.314
Si	-0.1269	0.1954	0.3302
Si	-0.1552	0.153	0.3357
Si	0.0536	0.1533	0.256
Si	-0.0121	0.0882	0.261
Si	0.0951	-0.0739	-0.1953
Si	-0.0064	-0.0262	-0.3273
Si	0.0365	-0.1073	-0.3313
Si	0.0276	-0.0478	-0.2795
Si	0.1233	-0.1681	-0.3637
Si	0.0965	-0.1103	-0.2262
Si	0.0586	-0.03	-0.3275
Si	0.1034	-0.1557	-0.3593
Si	-0.0066	0.0002	-0.1766
Si	0.0375	-0.0316	-0.1749
Si	0.0345	-0.022	-0.1878
Si	-0.0141	-0.001	-0.1778
Si	0.03	-0.0162	-0.1752
Si	0.0043	0.0087	-0.1925
Si	0.0081	0.005	-0.1855
Si	0.0356	-0.0194	-0.171
Si	-0.006	-0.0014	-0.025
Si	0.0012	0.021	-0.0146
Si	0.0023	0.0032	-0.0079
Si	0.0102	-0.0063	-0.0145
Si	-0.0134	-0.0026	-0.011
Si	-0.0204	0.0073	-0.0158
Si	-0.0096	0.0016	-0.01
Si	-0.0253	-0.0143	-0.0251
Si	0.0093	-0.0023	-0.0147
Si	-0.0014	-0.0028	-0.0104
Si	0.0029	-0.0189	-0.0065
Si	0.0117	-0.0032	-0.0019
Si	-0.0061	0.0045	-0.0022
Si	-0.0005	0.0117	-0.0094
Si	-0.001	0.0026	-0.0114
Si	0.0086	-0.0022	-0.0051
Si	-0.0091	0.0014	0.0105
Si	0.0032	-0.0037	0.0148
Si	0.0087	-0.0003	0.0146
Si	-0.0007	-0.0001	0.0131
Si	0.0037	0.0027	0.0126
Si	-0.0079	-0.0015	0.0156
Si	0.0008	0.0102	0.0218
Si	0.0006	-0.0014	0.0202
Si	0.0028	0.0033	-0.0248
Si	0.0009	-0.0034	-0.0373
Si	0.0025	-0.0009	-0.0421
Si	0.0082	-0.0077	-0.0387
Si	-0.0024	0.0017	-0.0193
Si	-0.0029	0.0058	-0.0449
Si	0.0012	-0.0001	-0.051
Si	0.0059	-0.0007	-0.0342
Si	-0.0096	0.0096	-0.0647
Si	0.0065	0.0062	-0.0559
Si	0.001	-0.0046	-0.0595
Si	-0.0035	-0.0008	-0.0605
Si	-0.0073	-0.0091	-0.0573
Si	-0.0034	0.0033	-0.0543
Si	-0.0015	-0.001	-0.0583
Si	0.0006	-0.002	-0.0852
Si	0.002	0.0112	-0.0691
Si	-0.0031	0.0029	-0.0769
Si	-0.0028	-0.0049	-0.0583
Si	-0.0063	0.0053	-0.0408
Si	-0.0064	0.0036	-0.0628
Si	0.008	-0.0096	-0.0661
Si	-0.0041	0.0081	-0.0639
Si	0.0025	-0.0085	-0.0785
Si	0.0117	0.0069	-0.0518
Si	-0.0091	-0.0047	-0.0767
Si	0.0034	-0.0006	-0.0582
Si	0.0048	0.0138	-0.0782
Si	0.0133	-0.0003	-0.058
Si	0.0017	-0.0021	-0.058
Si	0.0039	-0.0037	-0.0653
Si	-0.0043	0.0081	-0.0495
Si	0.0047	0.0131	-0.0492
Si	-0.01	0.0044	-0.0731
Si	-0.0026	0.0054	-0.0833
Si	-0.0026	0.0002	-0.0608
Si	0.006	-0.006	-0.0749
Si	0.0013	0.0104	-0.0713
Si	-0.0113	0.0062	-0.0715
Si	0.0024	-0.002	-0.063
Si	-0.0054	0.0003	-0.0641
Si	-0.0012	-0.0098	-0.056
Si	0.0084	0.0007	-0.0938
Si	0.0054	-0.0098	-0.0611
Si	-0.0161	0.0014	-0.0755
Si	0.0006	-0.0032	-0.0789
O	-0.0027	0.0014	0.014
O	-0.0146	0.0122	0.0409
O	0.0011	0.0135	0.0481
O	-0.0005	-0.0025	0.0168
O	-0.0066	0.0133	0.0286
O	-0.0002	-0.0163	0.0253
O	0.0025	0.0026	0.029
O	0.0123	-0.019	0.0376
O	0.0182	-0.0159	0.0452
O	0.0128	-0.0156	0.0421
O	-0.0202	0.0142	0.0497
O	-0.0018	0.0044	0.0211
O	0.01	0.0178	0.0382
O	0.0058	-0.0034	0.0176
O	0.0183	-0.0115	0.0383
O	0.0015	0.0036	0.0194
O	0.0048	-0.0065	0.0255
O	-0.0011	-0.0051	0.0178
O	0.0114	-0.0085	0.0306
O	-0.0016	0.0028	0.0448
O	-0.0009	-0.004	0.0241
O	-0.0076	0.0035	0.0161
N	-0.0029	-0.0039	0.0531
O	-0.0005	-0.0013	0.0096
O	0.0033	-0.0157	0.0356
N	0.0001	0.0022	0.0255
O	-0.0082	0.0124	0.0269
N	0.0027	0.0161	0.0364
N	-0.0055	0.0023	0.0318
O	-0.015	0.0023	0.036
O	-0.0045	0.0045	0.0188
N	-0.0036	-0.0041	0.0404
O	0.0005	-0.0028	0.0286
N	-0.004	-0.0014	0.0325
N	-0.0086	0.0091	0.0331
O	-0.0052	-0.0109	0.0214
O	-0.0017	0.0023	0.0176
O	0.0059	-0.008	0.0076
O	0.0083	-0.0042	0.0374
O	0.0079	-0.0125	0.034
O	0.0011	0.0133	0.0453
O	0.0029	0.0024	0.0216
O	0.0068	0.0109	0.0493
O	0.0033	0.0028	0.066
O	-0.0046	0	0.0446
O	0.0002	0.0127	0.0198
O	0.0035	-0.0034	0.0197
O	0.0168	0.0059	0.0472
O	0.0165	-0.0029	0.0466
O	-0.0175	-0.0029	0.0334
O	0.0002	0.0027	0.018
O	-0.0041	-0.012	0.0308
O	0.0103	-0.019	0.0381
O	0.0048	-0.0186	0.056
O	0.0048	-0.0179	0.0385
O	-0.0051	-0.0112	0.0324
O	0.0116	-0.0009	0.0538
O	-0.0045	-0.0121	0.0296
O	-0.0078	0.0014	0.0462
O	0.0047	0.0011	0.0246
O	0.0007	-0.0038	0.0267
O	0.006	-0.0013	0.0266
O	0.0134	0.01	0.0485
O	0.0023	-0.0019	0.0189
O	0.0104	-0.0049	0.047
O	0.004	0.0095	0.0254
N	-0.0004	0.003	0.0396
O	-0.0098	-0.0039	0.0415
O	0.0087	-0.0101	0.0307
O	0.0015	-0.0011	0.0192
O	-0.0087	-0.0077	0.0266
O	0.0114	-0.0065	0.0341
O	0.005	0.007	0.0194
O	-0.0102	0.0192	0.0503
O	-0.0119	-0.0101	0.0376
O	0.0021	0.0093	0.0618
O	-0.0057	-0.0097	0.0275
O	-0.015	0.0081	0.0363
O	-0.0088	0.002	0.0362
O	-0.0016	-0.0092	0.0673
O	0.0005	0.0005	0.032
O	0.0111	-0.0006	0.062
O	-0.0039	-0.0184	0.0206
O	-0.0138	0.0041	0.0212
O	-0.0148	0.0149	0.0403
O	0.0047	0.0072	0.0286
O	-0.0139	-0.0035	0.0343
O	-0.0004	-0.0018	0.0243
H	0.3262	-0.255	-0.2794
H	-0.296	0.3761	-0.2665
H	0.2622	-0.24	-0.2824
H	-0.2354	0.3838	-0.2826
H	0.4385	-0.2918	-0.1891
H	-0.2325	0.2337	-0.3012
H	-0.2167	0.2436	-0.2927
H	0.3751	-0.3356	-0.2185
H	0.307	-0.3603	-0.1987
H	-0.2474	0.2955	-0.3026
H	0.4051	-0.282	-0.1918
H	-0.2648	0.2909	-0.3021
H	0.2435	-0.2399	-0.2759
H	-0.3116	0.3351	-0.2845
H	0.2969	-0.2762	-0.2692
H	-0.3363	0.3394	-0.287
H	0.1655	-0.3635	0.3079
H	-0.3787	0.3313	0.2294
H	0.3606	-0.3391	0.2511
H	-0.3628	0.1504	0.2835
H	0.2961	-0.4076	0.2626
H	-0.2751	0.2535	0.2727
H	0.2632	-0.2605	0.279
H	-0.2467	0.3609	0.2509
H	-0.3824	0.2165	0.2205
H	0.2905	-0.2753	0.31
H	-0.3858	0.3448	0.2143
H	0.2746	-0.2384	0.3209
H	-0.3571	0.2523	0.238
H	0.3138	-0.2032	0.2803
H	0.1721	-0.3932	0.3084
H	-0.2485	0.3583	0.221

The program warned: the cutoff lies below the one the program advises for these potential files; the forces do not sum to zero within the program's tolerance; empty levels may hold ghost states of the PAW files; the exchange-correlation potential is rough where the density is thin.
